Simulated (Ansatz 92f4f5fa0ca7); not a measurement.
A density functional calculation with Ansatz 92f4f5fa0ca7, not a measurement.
Periodic cell of 196 atoms, Si117O79, from a study of silicon, its oxide and their interface. The atomic structure is a simulated model.

Settings
functional: PBE
potential files: Ansatz PAW
basis: plane waves
wave-function cutoff: 700 eV
density cutoff ratio: 5
exchange-correlation grid ratio: 2
k mesh: 2 x 2 x 1, shifted by 0.5 0.5 0.5 of a step
self-consistency stop: 5e-08 eV per atom in the density residual
occupations: Fermi-Dirac, 0.05 eV
spin: none
net charge: 0

Cell vectors (angstrom)
a, 11.5983, 0, 0
b, 0, 11.5983, 0
c, 4.2931, 3.2106, 25.0409

Atoms and the computed forces on them: element, x, y, z (angstrom), force x, y, z (eV/angstrom)
Si, 1.8922, 0.6021, 1.969, 0.2022, -0.0093, 0.1365
Si, 0.4335, 8.1214, -2.6604, 0.0954, -0.0969, -0.3775
Si, -0.2116, 9.4057, 0.3052, -0.2028, -0.4071, -0.5268
Si, 4.0714, -0.1029, 1.2307, 0.0064, 0.2137, 0.329
Si, 5.6724, 2.2786, 3.6619, 0.0382, -0.0549, 0.1377
Si, 3.9656, 8.6393, 0.2551, -0.246, 0.2903, -0.0828
Si, 7.1752, -1.4911, -2.0909, -0.0864, 0.1021, -0.3935
Si, 9.1547, 3.2559, 0.1763, 0.0534, -0.0609, 0.1086
Si, 7.5456, 8.0205, -0.0297, 0.3852, 0.072, -0.198
Si, 0.0164, 0.3591, 0.5966, 0.597, 0.4278, -0.4157
Si, 1.7444, 4.4272, 1.8511, 0.3311, -0.2198, -0.2737
Si, 1.5086, 6.4714, 3.0666, -0.0429, -0.1644, 0.2362
Si, 4.9097, 3.0934, -2.0565, -0.0091, 0.1228, -0.3321
Si, 4.7706, 4.4031, 0.6173, 0.2435, -0.0424, 0.2608
Si, 5.5953, 7.158, 0.9256, 0.1239, -0.6168, -0.2945
Si, 9.6429, 0.8587, 1.7686, -0.5947, 0.5164, -0.021
Si, 9.4755, 2.577, 3.4033, -0.0483, 0.0581, 0.1402
Si, 9.2078, 10.4249, 2.9072, 0.1407, -0.2696, 0.1339
Si, 1.7858, 2.5538, 3.2915, -0.0301, 0.0967, 0.0497
Si, 1.4418, 8.3982, 1.6918, -0.0007, 0.1738, -0.0052
Si, 1.6929, 10.2616, 3.2278, -0.2226, -0.0265, 0.3061
Si, 6.2419, 4.1129, 2.3602, 0.0157, 0.214, -0.2171
Si, 5.571, 6.2794, 3.1482, 0.0416, -0.1369, 0.4449
Si, 5.4621, 11.5403, 3.2121, -0.0004, 0.0817, -0.0799
Si, 8.6608, 4.4047, 2.1419, -0.1375, 0.2249, 0.0094
Si, 9.343, 6.5524, 3.0184, 0.1296, -0.0976, -0.1253
Si, 9.4097, 8.4725, 1.4501, -0.0761, 0.0463, 0.0776
Si, -0.1629, 2.6265, 4.6462, -0.0024, 0.0007, 0.1099
Si, -0.3663, 6.4749, 4.496, -0.0212, -0.083, -0.0345
Si, -0.4146, 10.3743, 4.4095, 0.1597, -0.0016, -0.2112
Si, 3.6483, 2.654, 4.7406, -0.1286, 0.0618, 0.1222
Si, 3.5496, 6.504, 4.4284, 0.1394, 0.0013, -0.1792
Si, 3.6749, 10.5233, 4.534, -0.0685, 0.0308, -0.0203
Si, 7.6263, 2.5964, 4.8674, -0.0775, -0.2442, 0.1679
Si, 7.4849, 6.6108, 4.5044, -0.2561, 0.0872, 0.049
Si, 7.3692, 10.5445, 4.4048, -0.0267, -0.0069, -0.13
Si, -0.2972, 0.6398, 5.9303, -0.0568, 0.023, -0.0749
Si, -0.2616, 4.5818, 5.9518, 0.0368, 0.0361, 0.0745
Si, -0.3576, 8.4649, 5.8083, -0.1459, 0.1168, -0.0317
Si, 3.587, 0.7058, 6.0463, -0.0989, 0.1831, 0.1349
Si, 3.6127, 4.6581, 5.9647, -0.0576, -0.028, 0.0922
Si, 3.6821, 8.4778, 5.7703, 0.0216, 0.0467, -0.0439
Si, 7.5152, 0.635, 6.0802, -0.03, 0.2571, 0.1571
Si, 7.512, 4.6668, 5.9807, 0.038, -0.0025, 0.0036
Si, 7.3861, 8.5695, 5.8101, 0.0751, -0.1096, -0.1023
Si, 1.6308, 0.6402, 7.3001, 0.0958, 0.0269, 0.0413
Si, 1.6698, 4.5917, 7.3208, 0.0095, -0.0029, -0.035
Si, 1.6722, 8.4896, 7.0558, 0.019, 0.1096, -0.1543
Si, 5.5412, 0.7468, 7.3922, -0.0242, -0.0724, 0.1292
Si, 5.5618, 4.6074, 7.3664, 0.0267, -0.0092, -0.0383
Si, 5.5285, 8.4895, 7.2612, 0.0195, -0.0592, 0.0322
Si, 9.4306, 0.6931, 7.4069, 0.0243, -0.1244, 0.0941
Si, 9.4245, 4.5881, 7.3675, -0.0546, 0.005, -0.0238
Si, 9.3175, 8.4947, 7.2191, 0.0099, 0.0581, -0.0259
Si, 1.6879, 2.5717, 8.643, 0.0023, 0.1584, -0.1256
Si, 1.5999, 6.6424, 8.4942, 0.0093, -0.0855, 0.0238
Si, 1.7077, 10.283, 8.5848, -0.0498, 0.0415, 0.1485
Si, 5.5711, 2.665, 8.8306, -0.1008, 0.0552, 0.1027
Si, 5.5739, 6.582, 8.6643, -0.0258, -0.0491, 0.1642
Si, 5.5212, 10.391, 8.6967, -0.0318, 0.0576, 0.1297
Si, 9.4506, 2.6522, 8.7761, -0.0367, 0.0637, 0.0106
Si, 9.4008, 6.5755, 8.6386, 0.0477, -0.0288, 0.0047
Si, 9.2881, 10.341, 8.7051, 0.1846, -0.0756, 0.135
Si, -0.1594, 2.5751, 10.0859, -0.0026, -0.0741, 0.1229
Si, -0.2517, 6.5167, 9.9879, 0.0784, 0.1065, -0.0711
Si, 11.2978, 8.4243, 11.3766, -0.0727, 0.0968, -0.1902
Si, 3.5226, 2.5917, 10.1569, 0.1664, -0.0928, 0.0706
Si, 3.502, 6.5814, 9.8457, 0.1981, 0.0325, -0.1184
Si, 5.4055, 0.9393, 13.0097, -0.0778, 0.1273, 0.2421
Si, 7.5665, 2.7079, 10.2298, -0.0206, -0.019, -0.1948
Si, 7.5321, 6.6625, 10.0654, -0.0671, 0.0593, -0.1378
Si, 7.3676, 10.4701, 10.1943, -0.1023, 0.1339, 0.0597
Si, 11.4273, 0.4576, 11.2268, 0.0227, -0.1319, -0.1424
Si, 11.4951, 3.6994, 14.0025, 0.1022, 0.1633, 0.2202
Si, 4.9523, 5.6048, 13.0304, 0.0381, -0.3787, 0.1187
Si, 3.6059, 10.319, 10.0708, -0.0995, -0.0756, 0.0438
Si, 2.9013, 4.7027, 11.1101, 0.2428, -0.1074, 0.0166
Si, 5.399, 7.9385, 12.8205, -0.2307, 0.3975, 0.2245
Si, 7.5038, 0.8501, 11.7088, 0.147, -0.4157, 0.054
Si, 7.4022, 4.7631, 11.4271, 0.0125, -0.0746, 0.3099
Si, 7.3736, 8.5108, 11.5596, 0.2189, 0.169, -0.1317
Si, 5.8432, 10.0523, 15.0421, -0.0264, 0.29, 0.1392
Si, 3.5311, 8.3383, 11.4246, 0.0601, 0.1755, -0.2457
Si, 3.5288, 12.1782, 11.5814, -0.1524, -0.0191, -0.1859
Si, 11.3265, -1.3951, 9.8369, 0.0964, -0.0123, -0.0654
Si, 9.4172, 9.2161, 12.602, 0.2068, -0.261, 0.2102
Si, 9.6426, 11.6558, 12.7242, -0.1247, 0.1744, -0.168
Si, 11.361, 12.4412, 14.2922, 0.1204, -0.0326, 0.3007
Si, 4.6551, 3.4497, 14.9589, -0.0638, -0.1908, 0.3994
Si, 13.1907, 8.7591, 12.7068, -0.2181, -0.4099, 0.4441
Si, 8.1516, 0.7663, 18.1462, 0.0337, 0.126, 0.1512
Si, 8.7375, 4.5314, 14.3407, -0.0898, -0.0457, 0.2089
Si, 12.124, 4.5866, 11.1705, -0.4814, 0.075, 0.1304
Si, 10.7053, 11.4783, 16.9859, 0.0746, -0.0201, 0.4866
Si, 1.9643, 4.5538, 16.0752, 0.1857, 0.0168, 0.3128
Si, 11.9201, 7.2384, 19.8872, -0.0158, -0.0416, -0.2071
Si, 7.0051, 3.2554, 16.5979, 0.0102, -0.0055, 0.5111
Si, 12.8622, 7.5026, 15.749, 0.033, 0.0159, 0.3908
Si, 8.9042, 9.233, 15.5248, 0.1694, -0.1452, 0.4139
Si, 4.7808, 8.3348, 21.9954, -0.0121, 0.2167, -0.4791
Si, 6.8402, 8.0787, 19.722, 0.1097, 0.0209, -0.1411
Si, 9.4876, 8.4685, 20.9582, 0.011, -0.0307, -0.1877
Si, 13.0131, 9.5642, 18.0128, -0.0511, -0.0006, 0.0866
Si, 7.482, 4.3536, 21.3558, -0.0008, 0.1119, -0.3891
Si, 13.5916, 3.5857, 21.7913, -0.0436, -0.0297, -0.4773
Si, 13.1808, -0.436, 12.6367, 0.2499, 0.2968, -0.1652
Si, 17.5239, 1.05, 19.995, -0.0072, 0.0876, -0.1226
Si, 4.5717, 3.802, 20.4898, 0.108, 0.0512, -0.2669
Si, 11.6295, 10.5287, 22.0327, -0.0905, -0.0712, -0.2706
Si, 8.1073, 5.3654, 18.6264, 0.0876, 0.0002, 0.0638
Si, 12.1859, 6.2431, 22.612, -0.0951, -0.014, -0.4984
Si, 4.1283, 6.4474, 24.5396, -0.1615, 0.2508, -0.0323
Si, 9.7836, 6.6472, 16.4332, -0.024, -0.1846, 0.4192
Si, 13.6118, 4.612, 19.1432, -0.0221, 0.0356, -0.0335
Si, 14.3621, 10.0412, 20.5537, 0.0544, -0.0249, -0.1408
Si, 5.9406, 10.4215, 17.984, 0.1183, -0.0016, 0.3503
Si, 8.6741, 2.489, 23.334, 0.1146, 0.2693, -0.4328
O, 4.9852, 7.3043, 25.664, -0.1762, -0.0429, 0.0283
O, 2.5106, 7.9154, 0.4701, 0.0648, 0.1624, 0.008
O, 4.7344, 4.5791, -2.6872, -0.0449, -0.0976, 0.1537
O, 3.2325, 4.5644, 1.1492, 0.0285, 0.0191, 0.0745
O, 10.6522, 5.6809, 22.5404, 0.0531, -0.0269, 0.1321
O, 8.7112, 1.6631, 0.5717, 0.2343, -0.1828, -0.0059
O, 4.8171, 3.1841, -0.4485, -0.0947, -0.1325, -0.1792
O, 5.8134, 4.7683, 11.8926, -0.0925, 0.1187, -0.0012
O, 0.5259, 4.2634, 15.3891, -0.2151, -0.0818, -0.3061
O, 11.6921, 4.7592, 12.7859, 0.213, -0.0853, -0.1077
O, 9.9133, 3.4245, 14.2267, -0.0146, -0.0182, -0.1181
O, 8.2452, 4.9501, 12.8528, -0.0326, 0.0117, -0.3404
O, -0.0048, 8.8383, -1.2749, -0.0583, 0.3141, 0.4484
O, 0.2319, 1.6251, -0.5502, -0.0958, -0.3865, 0.0473
O, 17.4848, 12.1566, 21.5556, -0.0638, -0.057, 0.2161
O, 4.4015, 7.21, 23.1, -0.0277, -0.2935, 0.243
O, 7.7708, 1.8884, 17.0276, -0.0157, 0.0641, -0.1584
O, 16.6952, 2.4395, 19.7503, -0.0344, -0.0645, 0.0864
O, 8.5733, 3.4563, 24.6663, -0.0176, -0.1824, 0.0741
O, 7.9495, 5.4431, 22.4479, 0.0112, 0.0625, 0.1842
O, 5.999, 7.7581, 21.074, -0.178, 0.0174, 0.2831
O, 12.6562, 5.9441, 19.2109, -0.0078, 0.0179, 0.0779
O, 8.1625, 3.794, -1.0292, 0.0467, -0.1162, 0.256
O, 9.89, 10.3545, 16.1493, -0.1182, -0.1449, -0.1464
O, -0.7919, 8.0922, -3.7586, -0.0072, -0.0289, 0.1249
O, 7.181, -2.0325, -0.5487, 0.0046, -0.1324, 0.0407
O, 13.4404, 8.7427, 16.669, -0.0256, -0.0427, -0.2108
O, 3.0816, 3.6301, 15.3359, -0.0178, -0.0212, -0.1872
O, 9.563, 8.6225, 14.1608, -0.0167, 0.2514, -0.1319
O, 15.2132, 3.3721, 21.751, -0.1188, -0.0196, 0.2824
O, 5.5439, -0.186, 14.2026, 0.0175, -0.1151, -0.1104
O, 7.4539, 9.848, 15.1579, -0.0113, -0.0129, -0.119
O, 12.2353, 8.504, 18.9569, 0.0309, 0.0602, -0.0382
O, 5.2082, 10.2544, 16.5403, 0.0032, -0.0811, -0.291
O, 5.1944, 4.9348, 14.5058, 0.0885, 0.1828, -0.0701
O, 9.307, 5.8363, 15.11, -0.0401, -0.0557, -0.2019
O, 12.0373, 10.8254, 17.6628, -0.1175, 0.066, -0.1309
O, 5.1986, 8.7677, 14.2755, 0.0346, -0.244, -0.2049
O, 4.9341, 2.3501, 13.7745, 0.0892, -0.0868, -0.1131
O, 0.8941, 6.5689, -2.3609, 0.0073, -0.0074, 0.1116
O, 7.7268, 7.0803, -1.4223, -0.0295, 0.1518, 0.4552
O, 9.7669, 0.5432, 18.1663, 0.0759, -0.095, -0.1866
O, 12.8877, 2.4516, 22.6832, 0.0621, -0.0567, 0.2012
O, 7.669, 2.9138, 22.1077, 0.1011, -0.164, 0.3383
O, 5.4198, 2.9775, 16.3355, -0.014, 0.0725, -0.2815
O, 12.6822, -0.1607, 14.2174, -0.2815, -0.0882, -0.0563
O, 16.8594, 11.5462, 18.9643, 0.0659, -0.0672, -0.0563
O, 7.5927, 3.7772, 15.1892, 0.0732, 0.0615, -0.3176
O, 14.2792, 10.1189, 18.9063, -0.0291, -0.0328, 0.0843
O, 11.348, 7.1001, 16.2897, 0.0496, 0.0142, -0.1919
O, 3.4009, 5.1749, 12.651, -0.2477, -0.0602, -0.0739
O, 8.4217, 4.5431, 20.0127, -0.1014, -0.069, 0.1437
O, 12.8558, 10.0826, 21.1066, 0.0172, 0.0146, 0.0979
O, 9.4692, 5.727, 17.7742, 0.048, 0.1049, -0.2488
O, 1.907, 4.0605, 17.6314, -0.0229, 0.0269, -0.2395
O, 8.8378, 7.9778, 16.5774, -0.0531, 0.2141, -0.1929
O, 2.2155, 6.1764, 15.9914, 0.007, 0.0294, -0.1753
O, 3.9494, -1.7461, 1.3726, 0.1024, -0.4556, -0.5321
O, 7.0234, 8.903, -3.1711, -0.0306, 0.0786, 0.0882
O, 5.9085, 4.5963, 20.976, -0.0028, -0.055, 0.1286
O, 13.0295, 3.5349, 20.2375, 0.0383, 0.0174, 0.227
O, 10.35, 9.7656, 21.3792, 0.0973, 0.1211, 0.228
O, 3.5119, 8.6499, 20.9906, 0.1104, 0.0125, 0.1749
O, 7.5119, 1.2476, 19.5784, -0.0967, -0.0978, -0.0077
O, 7.2514, 6.6948, 18.9882, -0.0431, 0.0486, 0.0353
O, 12.0638, 13.8156, 13.6603, -0.1614, -0.0481, 0.0781
O, 5.9343, 8.9661, 18.71, -0.0554, 0.1247, -0.0975
O, 10.2805, 7.3335, 20.0456, 0.0753, 0.0343, 0.0722
O, 8.182, 8.9398, 20.105, 0.0171, -0.0833, 0.108
O, 8.37, 0.9458, 23.7903, -0.0226, -0.2408, 0.1996
O, 10.1899, 2.698, 22.7512, -0.0181, -0.0861, 0.1346
O, 11.0674, 12.6446, 15.9034, 0.089, 0.0878, -0.2254
O, 12.9302, 7.9739, 14.19, 0.1909, 0.3326, -0.4289
O, 15.2279, 4.7701, 19.5241, -0.0175, -0.0677, 0.0755
O, 5.2707, 5.8146, -0.0511, -0.1562, 0.3645, -0.0419
O, 7.1484, 4.4022, 17.738, -0.0664, -0.1057, -0.2397
O, 13.2581, 5.037, 22.4368, 0.0527, 0.0556, 0.1771
O, 7.4852, 10.925, 17.7537, -0.0954, -0.0366, -0.0979
O, 12.4649, 7.3274, 21.4231, -0.0618, -0.1098, 0.2143

Results
free energy: -119316.655 eV
free energy less fixed offsets of O -569.03, Si -635.61 eV per atom: 3.085 eV
pressure: -0.12 GPa
stress xx, yy, zz, yz, xz, xy (GPa, positive in tension): -0.05, 0.27, 0.13, -0.22, 0.12, -0.12

The program warned: the cutoff lies below the one the program advises for these potential files.
